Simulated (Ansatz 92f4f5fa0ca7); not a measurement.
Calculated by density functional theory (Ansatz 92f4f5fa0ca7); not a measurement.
Periodic cell of 215 atoms, Si133O82, from a study of silicon, its oxide and their interface. The atomic structure is a simulated model.
Doubt: the cutoff is low for norm-conserving oxygen, so forces and energies are approximate.
This geometry differs little from another in the collection (a relaxation step or a small displacement).

Settings
functional: HSE06
potential files: SPMS norm-conserving
basis: plane waves
wave-function cutoff: 800 eV
density cutoff ratio: 4
exchange-correlation grid ratio: 1
k mesh: 1 x 1 x 1, Gamma-centred
occupations: fixed
spin: none
net charge: 0

Cell vectors (angstrom)
a 10.938 0 0
b 0 10.938 0
c 0 0 31.5432

Atoms: element, x, y, z (angstrom)
Si 10.4217 0.5486 24.3272
Si 6.013 10.4792 24.1233
Si 2.1187 3.2455 24.0764
Si 8.6919 2.2367 24.2647
Si 0.4785 5.0456 24.1581
Si 5.0066 5.9052 24.1891
Si 3.3437 7.6523 24.1743
Si 7.8135 8.8054 24.0066
Si 1.3352 1.4547 25.4286
Si 6.8807 1.3115 25.4385
Si 4.015 4.1041 25.3352
Si 9.6236 4.0944 25.3871
Si 1.4572 6.807 25.3818
Si 6.8587 6.9286 25.2678
Si 4.1981 9.5317 25.3433
Si 9.5239 9.6217 25.4313
Si 2.7576 -0.0045 26.69
Si 8.1972 -0.0102 26.8517
Si -0.0089 2.7613 26.834
Si 5.4447 2.7329 26.6986
Si 2.7405 5.447 26.8078
Si 8.1997 5.4988 26.6779
Si 0.0141 8.1962 26.7055
Si 5.5089 8.1955 26.7764
Si 4.1018 1.3673 28.1249
Si 9.5708 1.3673 28.1249
Si 1.3673 4.1018 28.1249
Si 6.8362 4.1018 28.1249
Si 4.1018 6.8362 28.1249
Si 9.5708 6.8362 28.1249
Si 1.3673 9.5708 28.1249
Si 6.8362 9.5708 28.1249
Si 0 0 29.4922
Si 5.469 0 29.4922
Si 2.7345 2.7345 29.4922
Si 8.2035 2.7345 29.4922
Si 0 5.469 29.4922
Si 5.469 5.469 29.4922
Si 2.7345 8.2035 29.4922
Si 8.2035 8.2035 29.4922
Si 1.3673 1.3673 30.8594
Si 6.8362 1.3673 30.8594
Si 4.1018 4.1018 30.8594
Si 9.5708 4.1018 30.8594
Si 1.3673 6.8362 30.8594
Si 6.8362 6.8362 30.8594
Si 4.1018 9.5708 30.8594
Si 9.5708 9.5708 30.8594
Si 2.7345 0 0.6835
Si 8.2035 0 0.6835
Si 0 2.7345 0.6835
Si 5.469 2.7345 0.6835
Si 2.7345 5.469 0.6835
Si 8.2035 5.469 0.6835
Si 0 8.2035 0.6835
Si 5.469 8.2035 0.6835
Si 4.1018 1.3673 2.0507
Si 9.5708 1.3673 2.0507
Si 1.3673 4.1018 2.0507
Si 6.8362 4.1018 2.0507
Si 4.1018 6.8362 2.0507
Si 9.5708 6.8362 2.0507
Si 1.3673 9.5708 2.0507
Si 6.8362 9.5708 2.0507
Si 0 0 3.418
Si 5.469 0 3.418
Si 2.7345 2.7345 3.418
Si 8.2035 2.7345 3.418
Si 0 5.469 3.418
Si 5.469 5.469 3.418
Si 2.7345 8.2035 3.418
Si 8.2035 8.2035 3.418
Si 1.3233 1.3856 4.7185
Si 6.8469 1.3351 4.8531
Si 4.0778 4.1339 4.6962
Si 9.5511 4.0892 4.8554
Si 1.3558 6.8708 4.8483
Si 6.85 6.8114 4.7242
Si 4.1069 9.5733 4.8405
Si 9.5788 9.5735 4.7566
Si 2.6367 0.047 6.1128
Si 8.2367 -0.107 6.2367
Si -0.0058 2.6768 6.2049
Si 5.3941 2.7836 6.074
Si 2.7543 5.4541 6.1489
Si 8.1089 5.4468 6.195
Si -0.0097 8.2959 6.2199
Si 5.5548 8.1548 6.1425
Si 3.5024 1.9414 7.1781
Si 10.0257 0.8465 7.4612
Si 1.7998 3.6731 7.3712
Si 6.21 4.5405 7.3998
Si 4.6394 6.3296 7.286
Si 9.1557 7.2113 7.334
Si 0.8959 10.1588 7.504
Si 7.3934 8.9212 7.4642
O 4.5484 6.6677 8.883
O 1.4977 4.0192 8.9575
O 9.708 6.6396 8.7672
O 1.3491 10.0949 9.0994
O 6.0794 4.1958 9.0166
O 3.845 1.6329 8.7385
O 7.0953 9.023 9.0809
O 9.6246 1.1177 9.0318
O 8.3289 2.4281 22.6847
O 11.0399 5.5215 22.6356
O 5.662 -0.0207 22.5866
O 5.2116 5.4791 22.6203
O 2.159 2.8547 22.4749
O 3.2071 7.8481 22.5507
O 8.3508 8.7132 22.4426
O -0.2325 11.1822 22.7565
Si 2.132 2.9644 12.9009
Si 8.6748 1.2996 10.3189
Si 1.0806 4.5002 15.354
Si 7.6042 5.5505 12.194
Si 2.3609 8.1931 21.2349
Si 5.4974 7.7844 12.4794
Si 9.2863 0.4465 15.4562
Si 2.9122 -0.057 16.6675
Si 10.4517 1.1669 12.559
Si 7.7307 2.7986 21.2441
Si 9.1278 8.8138 14.4218
Si 1.5331 4.8009 10.3708
Si 4.4329 9.4793 19.1654
Si 11.05 6.0921 21.1276
Si 6.6204 10.457 14.8849
Si 5.351 0.7173 21.1896
Si 2.3472 9.8326 10.3547
Si 0.3936 10.6242 21.4079
Si 5.8074 5.2282 21.1541
Si 3.679 7.1213 10.1394
Si 9.0871 5.6948 14.8241
Si 3.6647 4.0622 19.0909
Si 9.9866 3.694 19.3122
Si 4.307 8.6684 15.3751
Si 0.4572 1.9344 17.1467
Si 6.7683 7.5134 19.2784
Si 5.2739 3.6508 16.7376
Si 7.7832 5.0674 17.5211
Si 6.6983 9.9049 10.3768
Si 4.3915 1.0761 10.1363
Si -0.0305 9.1532 11.8592
Si 9.0763 8.5969 20.9847
Si 4.526 1.6608 14.6189
Si 2.4396 2.0766 21.082
Si 6.3449 3.3279 10.3562
Si 3.4406 5.9228 16.74
Si 9.9192 6.5764 10.3536
O 0.0385 2.6535 18.5444
O 2.9961 9.6462 15.5727
O 10.8181 4.8042 20.1674
O 7.5349 2.3459 9.9195
O 10.9924 5.405 10.7185
O 6.623 6.6765 12.8118
O 10.3396 8.0836 10.7938
O 7.6497 9.4662 14.0451
O 8.5127 6.2087 11.0386
O 5.2576 10.5649 20.0179
O 2.1514 3.7542 11.4682
O 7.9513 8.4848 19.8198
O 6.2331 6.6499 20.5355
O 5.4399 2.7537 15.4046
O 1.2737 0.9409 20.7877
O 6.178 8.993 11.6167
O 4.6403 5.0196 16.166
O 6.6312 3.9371 17.5646
O 10.5784 10.7233 11.7308
O 5.5701 0.5059 14.0785
O 8.0979 5.1856 15.9628
O 9.7048 9.8145 15.5623
O -0.3679 5.1544 15.1257
O 1.503 6.8808 20.8099
O 1.5203 0.6735 17.1663
O 6.5457 1.7612 20.8603
O 0.9539 1.8487 12.8134
O 3.2404 5.4502 18.3065
O 9.4913 1.9849 11.5489
O 1.016 3.1303 16.2123
O 8.5775 5.1074 13.4095
O 10.2518 8.7349 13.2633
O 1.4131 9.415 21.6736
O 10.0623 9.8787 20.6609
O 3.1396 0.2557 10.806
O 5.0855 2.3867 10.842
O 1.7366 4.1159 13.9438
O 7.967 10.8401 10.767
O 9.0963 4.5456 18.2757
O 5.6578 9.51 15.8053
O 5.5221 -0.0485 9.9036
O 3.5251 2.2543 13.4532
O 2.0218 5.6184 16.0341
O 9.7146 0.9662 13.98
O 4.4458 7.0194 11.5402
O 4.728 4.4876 20.2211
O 10.011 1.3404 16.5575
O 6.7764 4.304 11.5745
O 5.5482 8.4014 18.684
O 8.9775 2.8016 20.2111
O 3.6425 1.1084 15.8432
O 4.2778 3.1082 17.9122
O 9.8865 7.1966 20.9591
O 3.358 8.6808 9.8668
O 3.9256 7.4269 16.363
O 7.6705 0.4842 15.6722
O 8.9871 7.3025 14.9072
O 3.8988 1.4127 21.2769
O 1.5743 9.1834 11.6352
O 2.4164 6.1387 10.24
O 7.2849 6.4834 18.1344
O 7.1161 4.2912 21.2683
O 4.6896 8.2479 13.8312
O 3.3239 8.6857 20.0412
O 2.5394 3.1636 19.8573
O 3.6639 10.2757 17.9751

Results
free energy: -51801.623 eV
free energy less fixed offsets of O -447.96, Si -113.29 eV per atom: -1.333 eV
gap between the highest filled and lowest empty level on this k mesh: 1.421 eV

The program warned: the cutoff lies below the one the program advises for these potential files; the forces do not sum to zero within the program's tolerance; the exchange-correlation potential is rough where the density is thin.
